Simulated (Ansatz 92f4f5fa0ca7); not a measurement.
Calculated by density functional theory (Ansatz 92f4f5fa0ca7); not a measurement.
Periodic cell of 197 atoms, Si117O80, from a study of silicon, its oxide and their interface. The atomic structure is a simulated model.

Settings
functional: r2SCAN
potential files: Ansatz norm-conserving
basis: plane waves
wave-function cutoff: 1300 eV
density cutoff ratio: 4
exchange-correlation grid ratio: 1
k mesh: 2 x 2 x 1, shifted by 0.5 0.5 0.5 of a step
self-consistency stop: 5e-08 eV per atom in the density residual
occupations: Fermi-Dirac, 0.05 eV
spin: none
net charge: 0

Cell vectors (angstrom)
a	11.5403	0	0
b	0	11.5403	0
c	4.0955	0.0555	25.1352

Atoms: element, x, y, z (angstrom)
Si	-0.636	11.3677	-0.4311
Si	3.4882	3.6163	-0.337
Si	3.5487	7.6398	-0.5641
Si	5.7448	9.163	2.4114
Si	7.464	2.743	-0.4445
Si	5.6737	7.6138	0.4936
Si	5.6876	0.1149	-0.7899
Si	6.9163	3.9925	-3.2952
Si	7.044	8.8582	-0.8516
Si	5.0745	-0.2247	1.4759
Si	5.8939	4.1444	2.7591
Si	2.939	5.5806	-1.6448
Si	9.6912	1.7629	0.5374
Si	10.9665	3.7304	0.6195
Si	10.0238	9.3179	0.4562
Si	14.215	-0.401	1.4714
Si	13.3206	3.4709	1.2904
Si	13.4792	7.3671	1.2642
Si	5.7318	1.6475	2.8979
Si	5.7778	4.3294	0.4944
Si	1.756	11.2227	-0.6551
Si	9.6293	0.7937	2.7215
Si	10.0974	5.4648	2.0621
Si	9.726	9.8763	2.6945
Si	13.5525	1.5045	2.6756
Si	13.6937	5.3746	2.5903
Si	13.6162	9.2117	2.6793
Si	3.8289	1.4371	4.2116
Si	4.0602	5.1439	3.9341
Si	3.984	9.0538	4.0122
Si	7.74	1.3243	4.0447
Si	7.9425	5.1872	3.5304
Si	7.7216	9.1957	3.7771
Si	11.5798	1.3534	3.9586
Si	11.6998	5.428	3.8135
Si	11.6526	9.256	3.9779
Si	3.9006	-0.5948	5.4631
Si	3.8259	3.3935	5.4488
Si	4.1053	7.1005	5.2924
Si	7.7326	-0.602	5.3856
Si	7.8369	3.4215	5.1245
Si	7.7709	7.1639	4.9904
Si	11.757	-0.4984	5.4501
Si	11.5284	3.4337	5.1025
Si	11.6949	7.269	5.2819
Si	5.85	11.0028	6.7882
Si	5.9096	3.4615	6.5671
Si	6.0191	7.2148	6.6701
Si	9.7666	10.9814	6.6663
Si	9.6825	3.4787	6.5341
Si	9.63	7.3067	6.4485
Si	13.5804	10.8606	6.9484
Si	13.3253	3.2762	6.5774
Si	13.7084	7.0806	6.6571
Si	5.8671	1.5366	7.9106
Si	5.9658	5.3099	8.0471
Si	6.069	9.1114	8.1923
Si	9.7377	1.5021	7.7625
Si	9.5776	5.4458	7.8333
Si	9.8369	9.0483	8.0764
Si	13.502	1.4282	8.0606
Si	13.3944	5.1113	7.9679
Si	13.7647	8.7973	8.2914
Si	3.9598	2.0215	9.1682
Si	3.5219	4.3721	9.4362
Si	4.3271	9.0658	9.8397
Si	8.359	3.3982	10.4285
Si	7.7876	5.4666	9.4263
Si	8.0035	9.2221	9.6267
Si	11.4859	1.6545	9.3142
Si	11.4552	5.6141	9.159
Si	11.6624	9.4227	11.2528
Si	3.1263	4.1904	11.7133
Si	-0.8055	3.6939	10.4666
Si	3.8197	12.0726	10.9297
Si	8.3822	11.4245	10.6479
Si	7.8626	1.5606	9.0782
Si	7.826	7.2814	11.0017
Si	10.7039	11.5149	10.7595
Si	5.3501	2.0669	12.8689
Si	11.7576	8.1044	9.3067
Si	7.6061	13.7607	12.3245
Si	3.6074	7.8508	15.8721
Si	6.0262	7.868	12.3769
Si	8.4142	3.3662	15.1294
Si	11.7394	4.5164	12.4191
Si	10.4677	7.1447	12.701
Si	12.8281	11.5953	12.5308
Si	2.7322	5.7639	17.9698
Si	15.4954	6.0856	13.6882
Si	11.4815	6.5448	17.7712
Si	10.5094	5.4597	14.9973
Si	12.1535	6.8589	22.3265
Si	9.2867	2.533	17.7104
Si	2.4151	-0.0323	21.7164
Si	2.0948	12.7199	15.3434
Si	7.1484	1.5173	23.605
Si	6.3957	9.2501	23.0945
Si	1.1702	9.1055	20.4846
Si	14.5774	5.4995	23.1718
Si	6.4266	9.6887	19.9991
Si	3.3601	3.833	15.7619
Si	15.2005	-1.3262	19.4279
Si	5.7606	2.317	15.9935
Si	6.8128	1.0577	18.5974
Si	7.9493	8.276	17.6923
Si	4.8903	6.7067	23.6326
Si	1.3538	2.2067	20.3259
Si	4.0551	10.6161	16.3558
Si	6.3449	2.9789	20.9637
Si	11.775	12.3985	17.8785
Si	3.5508	4.2895	20.4135
Si	8.8074	5.596	18.679
Si	6.2377	8.971	15.2555
Si	3.7339	7.2697	25.6835
Si	10.8413	9.366	18.2341
Si	7.947	4.6344	21.438
O	2.6397	3.0706	19.8531
O	14.8185	4.2017	24.1398
O	8.5168	9.2156	-0.2732
O	6.1458	5.9797	0.3383
O	4.8248	5.4313	9.2976
O	4.2976	3.2126	12.3367
O	3.2193	5.7043	12.3138
O	3.9849	10.6238	10.2152
O	1.6272	3.7436	12.209
O	4.8747	0.6653	12.1627
O	5.3685	1.798	14.5005
O	3.0663	9.3775	15.956
O	4.5112	3.1129	16.6403
O	4.9063	8.4626	11.3102
O	8.4244	2.802	13.6264
O	7.8929	12.1099	12.1155
O	9.0645	6.7609	11.9859
O	11.2982	12.0978	12.2448
O	12.9598	9.9928	12.145
O	10.7563	8.7089	12.432
O	6.4532	1.8559	22.1441
O	14.9534	-0.0692	20.4239
O	6.8305	1.2583	-0.7654
O	6.483	8.8822	13.6344
O	1.3439	-1.2536	21.5874
O	10.3067	6.1967	18.8224
O	5.0853	8.2288	22.9354
O	1.6598	1.3992	21.704
O	6.2839	-1.3022	-1.324
O	12.519	12.6647	16.4895
O	11.278	5.6803	16.4075
O	7.5471	8.7794	16.1904
O	8.0803	6.6407	17.6543
O	5.2253	7.7993	15.7591
O	9.2713	9.1405	18.0356
O	11.6245	3.1823	20.5944
O	4.0851	4.8099	14.6919
O	9.0188	4.8636	15.2196
O	7.6065	3.4802	-1.9202
O	11.284	4.3991	14.0068
O	11.6896	6.1665	12.1733
O	9.2662	2.3782	16.0908
O	2.4766	4.6382	16.8364
O	12.9537	7.6494	21.1368
O	6.93	3.423	15.7794
O	2.4337	14.2723	15.0179
O	6.6866	11.1593	19.3273
O	4.8401	9.3476	20.0968
O	6.9662	8.5954	18.934
O	5.292	3.8478	-3.3031
O	3.0452	7.1778	14.5044
O	10.7694	13.6332	18.1154
O	10.3496	6.9167	14.305
O	3.742	5.3078	19.15
O	3.4361	12.0076	15.8842
O	2.3041	9.3232	19.322
O	11.199	10.8812	17.7738
O	15.6801	-0.8476	17.9689
O	8.0925	5.6346	20.1333
O	13.1336	11.9048	14.0671
O	5.419	6.5849	13.2046
O	13.863	12.3462	11.5264
O	3.2653	-0.187	23.0553
O	4.4741	0.6171	-1.7811
O	5.5014	10.3796	15.6437
O	3.2858	7.0943	17.2512
O	14.3231	5.0127	21.6332
O	12.8121	6.0855	18.5624
O	1.1664	12.5777	19.1926
O	8.3823	1.4056	18.4311
O	11.3181	5.6341	21.6869
O	6.1812	2.2098	19.5349
O	13.2081	6.3581	23.4751
O	6.169	1.1725	17.0885
O	6.9748	9.5765	21.5456
O	7.0663	7.8961	-2.169
O	11.2431	9.215	19.8046
O	4.9485	3.826	21.0561
O	8.8799	4.0473	18.16
O	11.5745	8.1442	17.4169

Results
free energy: -50908.511 eV
free energy less fixed offsets of O -463.61, Si -117.95 eV per atom: -19.561 eV
pressure: -1.64 GPa
stress xx, yy, zz, yz, xz, xy (GPa, positive in tension): 0.19, 3.29, 1.44, -0.03, 0.12, -0.64

Forces (eV/angstrom), in the order of the atoms: element, x, y, z
Si	0.26	0.1343	-1.0125
Si	-0.1034	-0.0819	-0.2642
Si	-0.3316	-0.0882	0.0786
Si	-0.0868	0.0871	0.377
Si	0.1631	-0.4762	-0.7439
Si	-0.1492	-0.62	0.1057
Si	-0.2696	-0.2529	0.3948
Si	0.2874	0.1129	-0.3469
Si	-0.0182	0.4386	-0.6197
Si	-0.1145	0.0511	-0.4896
Si	-0.2029	0.0464	-0.1149
Si	0.3604	-0.1063	-0.0402
Si	-0.1378	-0.0276	0.2604
Si	-0.0468	-0.3215	-0.4135
Si	-0.6221	-0.0817	-0.2284
Si	0.1789	-0.1649	0.1924
Si	0.0941	-0.0311	0.1882
Si	-0.068	0.1677	0.155
Si	0.0683	-0.1019	0.0389
Si	-0.1264	0.4944	0.275
Si	-0.1224	-0.0569	0.0704
Si	-0.1199	-0.1135	-0.0059
Si	0.2645	0.0196	0.157
Si	-0.0008	0.1265	0.3129
Si	-0.1161	0.1381	-0.0549
Si	-0.0869	0.2503	-0.1609
Si	0.1659	0.0111	0.1479
Si	-0.0603	0.0583	0.1196
Si	0.0395	0.008	-0.0879
Si	0.017	0.0859	0.0287
Si	0.1598	-0.0814	0.0686
Si	-0.0532	0.0129	-0.1379
Si	-0.1492	-0.0167	-0.2056
Si	0.0737	0.0646	0.08
Si	0.0087	-0.1547	0.1316
Si	0.179	-0.0117	-0.2131
Si	0.0635	-0.1184	0.0343
Si	-0.0675	-0.0586	0.1541
Si	-0.0493	0.05	0.1194
Si	0.0642	0.0364	0.1606
Si	0.3322	-0.0683	0.2126
Si	0.0862	0.0847	0.0406
Si	-0.1226	-0.0522	-0.0099
Si	0.0212	-0.036	-0.1633
Si	-0.0814	0.054	0.0816
Si	-0.0223	0.1368	0.0516
Si	-0.1765	-0.0928	-0.0291
Si	-0.1236	0.0797	-0.1378
Si	0.0037	-0.0752	-0.0333
Si	-0.1469	-0.141	-0.0611
Si	0.0874	-0.1044	-0.0123
Si	0.1405	0.0381	0.1404
Si	0.1869	-0.1994	0.0819
Si	0.0688	-0.0922	-0.0647
Si	0.0743	-0.0619	-0.2164
Si	0.0656	0.3554	0.5307
Si	0.0393	-0.2408	0.2352
Si	0.1916	0.0556	-0.1542
Si	-0.0639	0.0977	0.036
Si	0.0144	-0.0871	0.2283
Si	-0.1681	0.0915	-0.1512
Si	-0.2378	0.1264	-0.0468
Si	0.3256	-0.0495	0.1736
Si	-0.0451	0.2426	-0.3548
Si	0.352	0.0354	0.1616
Si	0.0007	0.2728	0.1425
Si	0.1605	0.2525	0.0078
Si	0.3402	-0.2897	-0.0744
Si	0.1738	0.1871	-0.0975
Si	-0.0852	0.1306	-0.0419
Si	0.0439	0.2096	-0.1661
Si	0.113	-0.116	0.2031
Si	-0.3029	0.0064	0.3272
Si	0.0437	-0.2901	0.1724
Si	-0.2152	0.0875	-0.1275
Si	-0.3509	0.3393	0.1117
Si	0.0427	-0.1046	0.1446
Si	0.4109	-0.2827	-0.0861
Si	0.531	0.2694	0.4781
Si	-0.0709	-0.1673	0.5315
Si	-0.3792	0.0225	0.1353
Si	0.239	-0.1164	0.3428
Si	-0.1843	0.0182	0.3051
Si	-0.2965	-0.1158	0.5432
Si	-0.1149	0.1076	0.2228
Si	-0.1556	-0.2941	0.2086
Si	0.1616	0.2855	0.2343
Si	-0.2074	-0.0809	0.0763
Si	0.0317	0.0514	0.0633
Si	0.0122	0.0791	0.4094
Si	0.2085	0.0198	0
Si	-0.0015	-0.0802	0.3459
Si	0.4585	0.0348	-0.6747
Si	0.2811	-0.2556	0.0185
Si	-0.0524	-0.0507	-0.2573
Si	-0.0332	0.0953	0.4617
Si	0.3205	0.0893	-0.6181
Si	0.208	0.0235	-0.3012
Si	0.1055	-0.0133	-0.2706
Si	0.1416	-0.1152	-1.0039
Si	-0.2982	-0.0077	-0.0914
Si	-0.0823	0.0137	0.3937
Si	-0.1806	-0.1324	-0.2153
Si	-0.0661	0.1115	0.3931
Si	0.0743	-0.047	-0.2651
Si	0.1664	0.0244	-0.2238
Si	-0.5448	0.1641	-0.6503
Si	0.1639	-0.2428	-0.3224
Si	-0.0761	0.0918	0.1961
Si	-0.5855	-0.0561	-0.209
Si	0.082	-0.1222	0.0566
Si	-0.2185	0.1365	-0.3391
Si	0.2367	0.0784	-0.2771
Si	-0.019	-0.0381	0.1063
Si	0.4196	0.0647	0.6555
Si	0.149	0.1198	0.0096
Si	0.0528	0.1702	-0.0841
O	-0.0174	0.0823	0.3071
O	-0.0423	0.4145	0.4866
O	0.3672	-0.1325	0.0268
O	-0.4042	0.3295	-0.1637
O	-0.3346	-0.7138	-0.7819
O	-0.1533	0.1184	0.228
O	0.0202	-0.2299	0.1145
O	-0.0394	0.1896	0.2439
O	0.3273	0.298	0.0899
O	-0.1728	0.0456	0.006
O	-0.0709	0.1382	-0.5265
O	0.4608	-0.0194	-0.024
O	0.048	-0.1335	-0.3879
O	-0.2837	0.005	-0.4371
O	-0.1218	-0.2407	-0.088
O	0.1155	0.4125	-0.3682
O	0.0937	0.1627	-0.228
O	0.2124	-0.1794	-0.1134
O	-0.3727	0.2718	-0.2924
O	0.0309	-0.3325	-0.3534
O	0.2367	0.0676	0.2028
O	-0.1062	-0.1294	0.2325
O	-0.0013	0.3637	-0.0577
O	-0.2286	-0.2006	-0.2393
O	0.1743	0.0009	0.0229
O	-0.2325	-0.1014	-0.068
O	0.3525	-0.0991	0.3604
O	0.0692	-0.0173	0.0016
O	0.2376	-0.0659	-0.0106
O	0.1899	0.0031	-0.0831
O	-0.1988	0.0232	-0.1929
O	-0.2189	-0.0242	0.0797
O	0.121	0.0992	0.2418
O	-0.0429	0.2617	-0.1874
O	-0.1329	-0.2764	0.0111
O	-0.0741	0.1761	0.4746
O	-0.1303	0.1161	-0.2497
O	0.1862	-0.1776	-0.1214
O	-0.0454	-0.1426	0.2564
O	0.101	0.3039	-0.2079
O	-0.3501	-0.0701	0.2198
O	-0.2188	0.283	0.0972
O	0.2099	0.0347	-0.1701
O	-0.3142	-0.0712	0.4374
O	0.1024	-0.2326	-0.138
O	0.1651	-0.1024	-0.0782
O	-0.0418	-0.063	0.0954
O	0.2582	0.2104	-0.0604
O	0.0384	0.1379	0.1025
O	-0.1501	0.2562	-0.0795
O	0.333	-0.2185	-0.1021
O	-0.2061	0.0616	-0.076
O	0.0517	-0.2388	-0.4354
O	-0.1469	-0.1743	0.1957
O	-0.0671	0.0321	-0.165
O	-0.0093	0.2095	0.3602
O	0.0343	0.0076	0.0999
O	-0.004	-0.0868	0.0049
O	0.1722	-0.3179	0.2444
O	0.1182	0.0066	-0.3023
O	-0.1416	0.2933	-0.0778
O	0.1736	-0.2382	0.1958
O	-0.2888	0.0105	0.2579
O	-0.0406	0.1454	0.3267
O	-0.1037	-0.2977	-0.0364
O	-0.0474	-0.0893	-0.2757
O	-0.344	-0.2477	0.0409
O	-0.0604	0.0418	-0.1993
O	-0.101	0.2318	0.193
O	-0.2085	0.1955	-0.0454
O	0.0941	-0.1252	0.2693
O	0.1402	0.054	0.2098
O	-0.1855	-0.2261	-0.1314
O	0.0666	0.1266	0.059
O	-0.3045	-0.1151	0.4044
O	0.116	0.1609	0.1691
O	0.2158	-0.0419	-0.0593
O	0.3607	-0.1994	-0.0228
O	-0.0101	0.0414	0.0711
O	-0.232	-0.113	0.2408
